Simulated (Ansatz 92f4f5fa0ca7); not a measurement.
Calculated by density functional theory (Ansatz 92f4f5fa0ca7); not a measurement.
Periodic cell of 258 atoms, Si166O92, from a study of silicon, its oxide and their interface. The atomic structure is a simulated model.
Doubt: the cutoff is low for norm-conserving oxygen, so forces and energies are approximate.
This geometry differs little from another in the collection (a relaxation step or a small displacement).

Settings: functional HSE06; potential files SPMS norm-conserving; basis plane waves; wave-function cutoff 800 eV; density cutoff ratio 4; exchange-correlation grid ratio 1; k mesh 1 x 1 x 1, Gamma-centred; occupations fixed; spin none; net charge 0.

Cell vectors (angstrom)
a 10.938 0 0
b 0 10.938 0
c 0 0 37.7176

Atoms: element, x, y, z (angstrom)
Si 0 0 0.683
Si 5.469 0 0.683
Si 2.7345 2.7345 0.683
Si 8.2035 2.7345 0.683
Si 0 5.469 0.683
Si 5.469 5.469 0.683
Si 2.7345 8.2035 0.683
Si 8.2035 8.2035 0.683
Si 1.3673 1.3673 2.0503
Si 6.8362 1.3673 2.0503
Si 4.1018 4.1018 2.0503
Si 9.5708 4.1018 2.0503
Si 1.3673 6.8362 2.0503
Si 6.8362 6.8362 2.0503
Si 4.1018 9.5708 2.0503
Si 9.5708 9.5708 2.0503
Si 2.7345 0 35.6661
Si 8.2035 0 35.6661
Si 0 2.7345 35.6661
Si 5.469 2.7345 35.6661
Si 2.7345 5.469 35.6661
Si 8.2035 5.469 35.6661
Si 0 8.2035 35.6661
Si 5.469 8.2035 35.6661
Si 4.1018 1.3673 37.0333
Si 9.5708 1.3673 37.0333
Si 1.3673 4.1018 37.0333
Si 6.8362 4.1018 37.0333
Si 4.1018 6.8362 37.0333
Si 9.5708 6.8362 37.0333
Si 1.3673 9.5708 37.0333
Si 6.8362 9.5708 37.0333
Si 0.022 0.6129 27.0883
Si 5.1598 0.333 27.5225
Si 2.9021 2.534 27.5812
Si 8.4742 2.6513 27.4713
Si -0.4404 5.7799 27.555
Si 5.206 5.7302 27.5209
Si 2.9588 7.9657 27.591
Si 8.1871 7.9784 27.3948
Si 1.338 1.4275 28.8757
Si 6.8597 1.4208 28.7612
Si 4.0685 4.1447 28.8226
Si 9.5104 4.1602 28.9365
Si 1.2911 6.8368 28.8174
Si 6.7338 6.855 28.8684
Si 4.0816 9.6112 28.8553
Si 9.3928 9.4559 28.7816
Si 2.6402 -0.0328 30.2054
Si 8.1507 0.0052 30.1563
Si -0.0108 2.7953 30.2403
Si 5.4771 2.7759 30.1652
Si 2.6497 5.453 30.1959
Si 8.0892 5.4751 30.2531
Si -0.0713 8.208 30.1915
Si 5.452 8.2735 30.2363
Si 4.0742 1.3683 31.5085
Si 9.535 1.3782 31.5348
Si 1.3536 4.1087 31.6217
Si 6.7686 4.108 31.6165
Si 4.0493 6.8552 31.5362
Si 9.5242 6.8275 31.5696
Si 1.2945 9.5589 31.5832
Si 6.8304 9.5973 31.5935
Si -0.039 0.0189 32.9298
Si 5.4401 0.0208 32.9227
Si 2.7393 2.7264 32.9303
Si 8.1777 2.7343 32.9304
Si -0.031 5.4775 32.949
Si 5.4125 5.4955 32.9398
Si 2.6963 8.2071 32.9282
Si 8.1915 8.2137 32.9427
Si 1.362 1.3634 34.2931
Si 6.8237 1.365 34.2994
Si 4.0902 4.0986 34.3059
Si 9.5559 4.0915 34.3017
Si 1.3561 6.8337 34.3053
Si 6.8233 6.8365 34.2969
Si 4.0879 9.5676 34.2892
Si 9.5644 9.5725 34.3048
Si 2.7454 0.0125 3.4214
Si 8.2049 0.004 3.4121
Si 0.022 2.7488 3.4321
Si 5.4838 2.7362 3.4166
Si 2.7463 5.4613 3.4106
Si 8.2282 5.4817 3.4224
Si 0.0092 8.2067 3.4132
Si 5.4722 8.1916 3.4093
Si 4.1468 1.3522 4.7973
Si 9.6006 1.3503 4.7712
Si 1.4212 4.1035 4.8183
Si 6.8608 4.1064 4.7691
Si 4.1257 6.8031 4.7722
Si 9.638 6.8119 4.8054
Si 1.3654 9.5843 4.7696
Si 6.8434 9.5533 4.7644
Si 0.0235 0.0047 6.1778
Si 5.457 -0.0793 6.1728
Si 2.8155 2.7329 6.1766
Si 8.2338 2.7244 6.0981
Si 0.0971 5.4794 6.2332
Si 5.5126 5.4599 6.1617
Si 2.7227 8.1739 6.0738
Si 8.2651 8.224 6.0981
Si 1.4525 1.3511 7.5238
Si 6.8953 1.3143 7.4311
Si 4.1696 4.11 7.5896
Si 9.6505 4.021 7.4857
Si 1.4738 6.9343 7.6212
Si 6.9127 6.8773 7.4401
Si 4.0079 9.4604 7.5134
Si 9.5944 9.5496 7.5424
Si 2.5932 -0.1782 8.9468
Si 8.2875 0.0462 8.8872
Si 0.1301 2.7243 8.9036
Si 5.4564 2.522 8.8293
Si 2.9117 5.5851 8.9872
Si 8.3833 5.5532 8.7112
Si 0.0568 8.3111 9.0257
Si 5.4986 8.1793 8.8167
Si 4.2377 0.96 10.0951
Si 10.036 1.0264 10.2132
Si 1.2555 4.4423 10.1732
Si 7.1701 4.4952 10.33
Si 4.6958 6.5527 10.3804
Si 9.8816 6.6133 10.1896
Si 0.8385 10.0366 10.5132
Si 6.574 9.8414 10.0465
O 9.7023 1.6887 26.8243
O 10.3031 10.1753 27.6193
O 0.2729 -2.0401 24.5645
O 10.9956 4.9451 26.2477
O 0.0776 5.4989 10.6512
O 5.4369 -0.0481 10.6161
O 1.2129 -1.4117 12.0813
O 5.8794 5.4396 10.6594
O 6.5239 3.058 9.9748
O 9.0981 7.1975 11.5105
O 2.4367 8.2175 14.2567
O 9.4195 1.7668 11.5527
O 7.1392 8.9842 11.2912
O 2.1072 3.8964 11.4574
O 4.4176 7.0687 11.9267
O 3.4107 1.5699 11.3649
O 7.6246 3.5735 26.3829
O 2.1534 5.0377 24.7454
O 1.9836 3.051 26.328
O 5.4128 3.8457 24.9119
O 4.0171 12.369 27.0694
O 4.0748 6.8704 27.0388
O 0.9755 11.0514 25.8129
O 9.3681 6.8674 27.0249
Si 7.5846 9.2881 19.584
Si -3.5079 1.1771 20.102
Si 0.3721 -8.2059 14.1209
Si -0.4683 -1.1283 20.8843
Si 1.087 4.0267 25.4112
Si 11.2151 1.8535 21.1617
Si 1.562 9.6374 25.2014
Si 7.9142 -2.9439 12.2762
Si -1.587 8.9233 14.7395
Si 8.7027 4.5007 17.2506
Si 6.52 9.6432 25.1424
Si 6.3395 5.4976 21.5143
Si 12.2051 -1.7203 13.6965
Si 2.2405 5.9832 23.4448
Si 10.7237 -3.0462 23.4041
Si 3.3068 7.3039 18.2306
Si 8.9586 7.6517 17.3342
Si 5.3427 3.1809 23.4377
Si 4.9939 -2.9066 20.7646
Si 5.3028 6.8822 13.3002
Si 7.5147 1.0044 23.276
Si 3.9326 -2.2912 23.5266
Si 2.2664 -0.1461 15.9394
Si 6.3095 3.7248 19.0547
Si 3.6983 8.408 15.2963
Si 13.2898 3.0316 16.245
Si 9.4448 11.8689 15.8521
Si -1.145 3.0957 23.4393
Si 8.3375 5.9435 23.6383
Si 2.8087 2.7184 12.3113
Si 7.5764 2.9838 15.0506
Si 10.025 2.1699 18.5336
Si 9.0099 3.0879 12.4023
Si 15.6217 3.9682 14.4582
Si 3.3994 4.1713 18.7563
Si 0.7834 9.0479 18.1791
Si 6.5115 4.6545 25.8086
Si 13.7467 3.4482 21.7821
O 4.9813 8.0441 14.3885
O 6.0209 4.2193 22.4207
O 7.8466 -2.5376 18.2515
O 6.5006 8.5608 20.5283
O 14.5055 3.8664 15.6047
O 5.1023 6.5193 21.3497
O 10.3568 1.5645 14.6844
O 8.7772 1.7747 19.466
O 8.7599 1.8959 23.8432
O -0.1762 0.3359 21.5193
O 8.2741 4.2226 11.5073
O 8.7164 7.8343 15.7478
O 3.2391 16.6969 18.6372
O 12.4305 -0.3437 14.5247
O 11.7681 -4.2421 23.1998
O 8.4698 8.9763 13.4107
O 7.2983 5.753 24.8794
O 3.718 -3.4312 16.6612
O 15.1685 8.8856 21.9314
O 2.543 1.42 16.1671
O 2.1936 8.7195 26.3717
O 2.78 -1.2546 24.0864
O -3.5575 3.8444 17.8811
O 5.3402 8.8386 24.3405
O 1.7024 2.2753 21.7767
O 10.7074 8.7016 22.0171
O 4.2604 8.0578 19.3158
O 4.9002 3.8237 18.2989
O 9.1173 4.5453 23.5164
O 1.8281 -3.0696 18.4139
O 8.9747 9.5263 20.359
O 2.31 3.4565 17.7987
O 7.6471 0.8106 21.6681
O 5.9991 3.27 15.072
O -0.5801 3.6341 13.1541
O 6.8755 -3.9896 12.9334
O 10.1406 12.059 17.3054
O 3.3028 3.626 20.2645
O 1.3923 -0.806 17.1415
O 7.4815 -2.2783 26.045
O 5.0048 5.4816 14.0343
O 1.6187 2.158 13.2533
O 3.3875 7.109 23.6747
O 10.8364 -2.3894 14.2335
O 7.9896 1.6497 15.8851
O 6.1267 1.7866 23.5072
O 4.0747 3.2368 13.1565
O 6.6723 4.9516 20.0413
O -2.4581 4.2129 15.6595
O 11.4577 -1.2159 19.6152
O 8.9177 6.0565 17.5998
O 7.4088 -0.4106 24.0847
O -0.555 8.3356 17.6412
O 22.2091 2.075 19.5554
O 3.8699 2.9012 22.8707
O 3.6589 -0.98 15.7978
O 1.0108 3.4623 15.4254
O -0.7709 2.8483 21.8878
O 0.1945 3.1507 24.3672
O 7.0168 -0.1594 19.2811
O -1.0128 3.6562 17.8988
O 9.319 18.1514 23.8346
O 5.7901 -0.2728 26.1555
O 7.9297 2.686 13.5135
O 2.4193 -5.9746 22.2062
O 9.299 10.3175 15.5289
O 18.5091 6.2437 22.2384
O -4.6126 2.3326 19.8875

Results
free energy: -60022.722 eV
free energy less fixed offsets of O -447.96, Si -113.29 eV per atom: -4.262 eV
gap between the highest filled and lowest empty level on this k mesh: 1.308 eV

The program warned: the cutoff lies below the one the program advises for these potential files; the forces do not sum to zero within the program's tolerance; the exchange-correlation potential is rough where the density is thin.
